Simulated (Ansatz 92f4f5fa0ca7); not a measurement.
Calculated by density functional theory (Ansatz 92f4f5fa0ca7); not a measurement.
Periodic cell of 220 atoms, Si132O88, from a study of silicon, its oxide and their interface. The atomic structure is a simulated model.
Doubt: the cutoff is far below the 930 eV that the study's wrapper takes by default for these files, so forces and energies are approximate.
This geometry differs little from another in the collection (a relaxation step or a small displacement).

Settings: functional PBE; potential files Ansatz PAW; basis plane waves; wave-function cutoff 580 eV; density cutoff ratio 5; exchange-correlation grid ratio 1; k mesh 1 x 1 x 1, Gamma-centred; self-consistency stop 5e-08 eV per atom in the density residual; occupations fixed; spin none; net charge 0.

Cell vectors (angstrom)
a, 10.938, 0, 0
b, 0, 10.938, 0
c, 0, 0, 31.9078

Atoms and the computed forces on them: element, x, y, z (angstrom), force x, y, z (eV/angstrom)
Si, -0.0901, 0.2511, 24.5649, 0.0017, -0.0033, -0.0074
Si, 5.8576, -0.292, 24.2184, 0.0003, 0.0006, -0.0018
Si, 2.5317, 2.9569, 24.682, -0.0007, 0.0017, -0.0012
Si, 8.5617, 2.4455, 24.4148, -0.0022, 0, -0.0048
Si, 0.3814, 5.2435, 24.4926, 0.0016, 0.0001, 0.0017
Si, 5.2008, 5.9489, 24.2573, -0.005, 0.0016, 0.0001
Si, 2.8066, 8.066, 24.4346, 0.0002, -0.0008, 0.0053
Si, 8.1403, 8.4376, 24.5368, -0.0011, 0.0002, -0.0024
Si, 1.3739, 1.4145, 25.9543, 0, 0.0001, 0.0008
Si, 6.8672, 1.3535, 25.6489, -0.0006, -0.0004, -0.0004
Si, 4.215, 4.2169, 25.6822, -0.0003, 0.0002, 0.0022
Si, 9.5988, 4.1331, 25.7033, -0.0003, 0.0005, 0.0007
Si, 1.4148, 6.8369, 25.8587, 0.0017, -0.001, 0.0004
Si, 6.8388, 6.8784, 25.712, 0.0009, 0.0016, 0.0008
Si, 4.1246, 9.6512, 25.6003, -0.0006, -0.0009, -0.0009
Si, 9.6531, 9.6128, 25.8455, 0.0017, -0.0009, 0
Si, 2.784, -0.0195, 27.1247, 0.0004, -0.0001, -0.0012
Si, 8.1978, 0.018, 27.1339, -0.0028, -0.0009, 0.0003
Si, -0.0515, 2.784, 27.1858, 0.0025, 0.0025, -0.0009
Si, 5.4949, 2.7379, 27.0521, 0.0005, 0.0015, -0.0014
Si, 2.7972, 5.4529, 27.1548, 0.0015, 0.0017, -0.0042
Si, 8.186, 5.4708, 27.0786, 0, -0.001, -0.0015
Si, 0.0125, 8.1863, 27.1651, 0.0008, -0.0003, -0.0025
Si, 5.441, 8.2426, 27.0799, -0.0006, -0.0014, -0.0007
Si, 4.1018, 1.3673, 28.4896, 0.2557, 0.1613, -0.2097
Si, 9.5708, 1.3673, 28.4896, -0.3122, 0.1362, 0.3573
Si, 1.3673, 4.1018, 28.4896, 0.1389, 0.104, 0.2439
Si, 6.8362, 4.1018, 28.4896, 0.0931, -0.1765, -0.284
Si, 4.1018, 6.8362, 28.4896, 0.1878, 0.2863, 0.1393
Si, 9.5708, 6.8362, 28.4896, -0.243, -0.168, -0.0246
Si, 1.3673, 9.5708, 28.4896, 0.3174, -0.0931, 0.0762
Si, 6.8362, 9.5708, 28.4896, -0.151, 0.0189, -0.0836
Si, 0, 0, 29.8568, 0.0359, 0.0488, -0.0462
Si, 5.469, 0, 29.8568, 0.0812, 0.065, 0.0014
Si, 2.7345, 2.7345, 29.8568, -0.0384, 0.0076, -0.046
Si, 8.2035, 2.7345, 29.8568, 0.0159, -0.0454, 0.0389
Si, 0, 5.469, 29.8568, 0.0763, 0.0396, 0.008
Si, 5.469, 5.469, 29.8568, 0.0504, 0.0918, -0.0333
Si, 2.7345, 8.2035, 29.8568, -0.012, 0.0223, 0.0334
Si, 8.2035, 8.2035, 29.8568, -0.0273, -0.0395, -0.0303
Si, 1.3673, 1.3673, 31.2241, 0.0577, 0.0392, -0.0094
Si, 6.8362, 1.3673, 31.2241, -0.0079, 0.0231, -0.0084
Si, 4.1018, 4.1018, 31.2241, -0.0714, -0.0632, -0.0176
Si, 9.5708, 4.1018, 31.2241, 0.0077, -0.0303, -0.0288
Si, 1.3673, 6.8362, 31.2241, -0.0485, 0.0092, -0.026
Si, 6.8362, 6.8362, 31.2241, -0.0017, -0.021, 0.0069
Si, 4.1018, 9.5708, 31.2241, -0.0063, 0.0018, -0.0303
Si, 9.5708, 9.5708, 31.2241, 0.007, -0.0101, -0.0177
Si, 2.7345, 0, 0.6835, -0.032, -0.0436, 0.0403
Si, 8.2035, 0, 0.6835, -0.0194, 0.0374, 0.0151
Si, 0, 2.7345, 0.6835, -0.0423, -0.0203, 0.0163
Si, 5.469, 2.7345, 0.6835, 0.0536, -0.032, 0.0009
Si, 2.7345, 5.469, 0.6835, -0.0524, 0.0742, 0.0135
Si, 8.2035, 5.469, 0.6835, 0.0385, -0.0097, 0.042
Si, 0, 8.2035, 0.6835, 0.0855, -0.0219, -0.0133
Si, 5.469, 8.2035, 0.6835, -0.027, 0.0175, 0.0145
Si, 4.1018, 1.3673, 2.0507, -0.0612, 0.1186, 0.0749
Si, 9.5708, 1.3673, 2.0507, 0.0795, 0.0467, -0.0165
Si, 1.3673, 4.1018, 2.0507, 0.0868, -0.1244, 0.0085
Si, 6.8362, 4.1018, 2.0507, -0.1723, -0.1701, 0.0173
Si, 4.1018, 6.8362, 2.0507, -0.027, -0.0627, -0.0185
Si, 9.5708, 6.8362, 2.0507, -0.0017, 0.0227, 0.0199
Si, 1.3673, 9.5708, 2.0507, -0.1376, -0.056, 0.0297
Si, 6.8362, 9.5708, 2.0507, -0.0376, -0.0244, -0.0382
Si, 0, 0, 3.418, -0.0618, -0.1659, -0.1288
Si, 5.469, 0, 3.418, 0.1619, -0.5692, 0.4324
Si, 2.7345, 2.7345, 3.418, -0.1073, 0.0899, -0.1538
Si, 8.2035, 2.7345, 3.418, -0.0404, -0.2598, -0.4207
Si, 0, 5.469, 3.418, -0.0407, 0.2484, 0.3179
Si, 5.469, 5.469, 3.418, -0.2396, 0.1303, -0.4667
Si, 2.7345, 8.2035, 3.418, 0.1749, 0.1062, 0.1561
Si, 8.2035, 8.2035, 3.418, 0.0203, 0.2692, 0.1278
Si, 1.4205, 1.2908, 4.742, -0.0021, -0.0038, 0.0045
Si, 6.9452, 1.2639, 4.7782, -0.003, 0.0054, 0.0046
Si, 4.072, 4.1494, 4.7546, 0.0011, 0.003, 0.0026
Si, 9.4819, 4.1266, 4.7491, -0.002, 0.001, 0.0032
Si, 1.3352, 6.908, 4.8216, 0.0064, -0.0027, 0.0058
Si, 6.7836, 6.8485, 4.7423, -0.002, -0.0055, 0.0016
Si, 4.0744, 9.5386, 4.8733, -0.0022, 0.0028, 0.0041
Si, 9.5498, 9.5901, 4.8275, -0.0016, 0.0119, -0.002
Si, 2.5527, -0.2054, 6.2344, 0.0074, 0.0032, -0.0107
Si, 8.1631, -0.1103, 6.3559, -0.0029, -0.0058, -0.0042
Si, -0.2002, 2.5657, 5.9183, -0.0001, -0.0006, -0.0032
Si, 5.4964, 2.6498, 5.9246, 0.0057, -0.0115, -0.0108
Si, 2.589, 5.4369, 6.1833, 0.0005, -0.0003, -0.0031
Si, 8.0482, 5.4562, 6.11, 0.0087, 0.0057, -0.0025
Si, -0.0522, 8.2323, 6.2175, 0.0023, 0.0029, -0.0017
Si, 5.4095, 7.9989, 6.2777, -0.0027, 0.0011, -0.0026
Si, 3.8371, 1.5889, 7.1525, -0.0003, -0.0003, 0.0047
Si, 9.8153, 1.1627, 7.5687, 0.0021, -0.0066, 0.0083
Si, 1.3625, 3.6638, 7.1614, 0.0021, 0.0012, -0.001
Si, 6.5573, 4.1169, 7.3914, -0.0135, 0.0048, 0.0195
Si, 4.16, 6.3545, 7.6833, 0.0048, 0.002, 0.0029
Si, 9.3048, 6.944, 7.3784, -0.0211, -0.0029, -0.0158
Si, 0.8184, 9.618, 7.9603, 0.0269, -0.0095, 0.034
Si, 7.0265, 9.0945, 7.618, 0.0064, 0.0092, 0.0019
O, 1.4381, 4.0449, 24.0455, -0.0005, -0.0017, -0.0042
O, 5.5228, 11.0277, 22.6435, -0.0002, -0.0003, -0.002
O, 2.7223, 2.78, 7.0073, 0.0039, 0.0007, -0.0012
O, 8.1842, 7.982, 8.043, -0.0043, -0.0129, -0.002
O, 5.1262, 4.7509, 8.335, 0.0045, -0.0085, 0.0009
O, 0.146, 0.2111, 7.9989, 0.0131, -0.0145, 0.004
O, 3.9423, 6.968, 23.9922, 0.0007, 0.0007, -0.0071
O, 9.6916, 1.3045, 24.0851, 0.0004, -0.0009, 0.0059
O, 2.3409, 9.3321, 8.625, -0.0368, 0.0047, -0.0081
O, 0.9298, 3.4497, 8.747, -0.0042, 0.0004, 0.0017
O, 9.3933, 1.9974, 8.94, 0.0021, 0.0001, -0.0035
O, 6.3547, 9.5925, 9.0343, -0.0046, 0.0006, 0.0021
O, 4.3666, 1.9912, 8.7215, 0.0041, -0.0003, -0.0046
O, 3.6365, 7.0433, 9.0822, -0.01, 0.0077, 0.0004
O, 7.3064, 3.528, 8.7237, 0.0022, -0.0042, -0.0046
O, 10.067, 6.0319, 8.5306, 0.0101, 0.0009, 0.0084
O, 3.1594, 2.0124, 23.4571, 0.0001, -0.0008, -0.0014
O, 4.5835, 1.9233, 21.0836, 0, -0.0002, -0.0013
O, 8.1006, 2.8576, 22.8882, 0.0014, -0.0003, -0.0017
O, 10.9115, 6.0297, 23.0948, -0.0003, -0.0001, -0.0017
O, 7.0033, 9.4876, 23.9814, 0.0016, 0.0005, -0.0007
O, 2.021, 8.4955, 23.0389, -0.0011, 0.0011, -0.003
O, 5.7637, 5.8182, 22.6941, 0.0005, -0.0012, 0.0002
O, 0.6054, 10.7008, 23.167, -0.0008, 0.0011, -0.0015
Si, 2.9621, 8.3886, 9.8014, 0.0084, 0.0002, -0.0067
Si, -1.0939, 3.4701, 19.1931, -0.0006, 0.0001, -0.0002
Si, 3.1103, 10.5116, 19.7811, 0.0002, 0.0007, 0.0004
Si, 1.8963, 2.4563, 19.5401, -0.0001, 0.0002, 0.0004
Si, 6.6849, 2.311, 14.3914, -0.0006, -0.0001, -0.0009
Si, 9.8479, -1.5162, 13.3456, 0.0014, 0.0023, 0.0024
Si, 2.2286, 19.0402, 15.4792, 0.0004, -0.0001, -0.0004
Si, 9.4293, 3.6996, 14.0511, 0, -0.0004, -0.0011
Si, 5.7254, 9.6682, 10.5363, -0.0001, 0.0003, -0.0014
Si, -4.0224, 10.9672, 16.5994, -0.0002, -0.0003, -0.0007
Si, 1.5896, 3.9233, 10.1507, 0.0048, 0.0008, -0.0003
Si, 2.7804, 12.2199, 15.0254, 0.0003, 0.0002, -0.0007
Si, 11.3767, 10.5155, 15.5543, -0.0002, 0.0002, -0.0003
Si, 0.1357, -2.5538, 10.7461, -0.0498, -0.0288, 0.0218
Si, 4.5076, 3.4414, 9.4545, 0.003, 0.0111, -0.0004
Si, -3.1082, 12.0785, 19.1352, 0, 0.0004, 0
Si, 1.9492, -5.66, 14.8833, 0.0003, -0.0009, -0.0004
Si, 4.396, 3.7003, 16.0332, -0.0003, -0.0002, -0.0012
Si, 3.8608, 4.9258, 18.7383, 0.0005, -0.0004, -0.0004
Si, 5.3451, 4.8109, 21.4718, -0.0003, 0.0002, 0.0005
Si, 13.1821, 7.6694, 18.4739, -0.0002, -0.0004, -0.0006
Si, 8.4637, 3.0359, 9.775, -0.0072, -0.0011, 0.0004
Si, -2.7389, 4.0351, 21.7749, -0.0008, -0.0004, -0.0011
Si, 10.6205, -2.9452, 20.0329, -0.0007, -0.0001, 0.0007
Si, 9.0168, 6.6793, 14.3357, -0.0005, -0.001, -0.0001
Si, 3.4197, 2.6198, 21.9759, 0.0001, 0, 0.0003
Si, 1.2999, 9.6609, 22.1484, 0.0004, -0.001, 0.0017
Si, 4.7151, 9.7236, 15.0864, -0.0002, 0.0001, -0.0005
Si, -1.5318, -1.0508, 17.907, 0.0002, -0.0001, -0.0008
Si, 5.5174, 11.5307, 21.0958, 0.0001, 0.0003, 0.0008
Si, 9.5255, 6.5862, 22.4381, 0.0006, -0.0001, -0.0006
Si, 10.2064, 5.6735, 10.1169, 0.005, -0.0001, 0.0073
Si, -3.938, 8.6509, 13.103, -0.0015, -0.0019, -0.0025
Si, 1.2188, 3.0088, 12.964, 0.0001, -0.0002, 0.0007
Si, -0.7522, 4.9685, 16.4916, 0.0003, -0.0001, -0.0007
Si, 6.2164, 1.8192, 11.4301, -0.0006, 0.0014, 0.0002
O, -5.3847, 10.1153, 16.42, 0.0006, 0.0002, 0.0001
O, 4.7615, 4.3076, 17.5076, -0.0003, 0.0001, 0
O, 3.1704, 4.232, 9.8942, -0.0044, -0.0027, -0.002
O, 5.3345, 3.0751, 10.7992, -0.0001, -0.002, -0.0009
O, 1.4061, 0.8595, 15.7998, -0.0005, -0.0007, -0.0003
O, 2.7196, 14.7002, 18.9675, -0.0004, -0.0003, -0.001
O, -0.3733, 2.8053, 13.286, 0.0001, 0, -0.0002
O, -0.1176, 8.9923, 9.264, 0.0556, 0.0294, -0.0223
O, 2.433, 10.4188, 21.2645, -0.0005, -0.0003, -0.0013
O, 0.7987, 5.2782, 10.5348, -0.0022, 0.0013, -0.001
O, 10.0211, -3.0061, 14.0358, 0.0002, -0.0002, -0.0009
O, 3.5462, 2.2985, 16.0475, -0.0003, -0.0001, -0.0001
O, 1.3916, -1.5804, 14.9263, -0.0012, 0.001, 0
O, -2.5173, 5.4165, 22.5994, 0, -0.0003, -0.0008
O, -1.207, 8.5374, 18.7671, 0.0001, -0.0003, -0.0009
O, 1.6619, 7.8207, 16.9698, -0.0004, 0.0002, -0.0005
O, 8.1455, -1.0499, 16.8393, -0.0003, 0.0001, -0.0002
O, 11.0982, 9.134, 21.1013, 0.0001, -0.0002, -0.0015
O, 2.0105, 2.5709, 21.1682, -0.0001, 0, -0.0014
O, 1.755, 8.0048, 10.8461, -0.0109, 0.011, -0.0138
O, 4.797, 5.2935, 20.0205, -0.0005, 0.0002, -0.0009
O, -1.2168, 6.9248, 20.8584, 0.0001, 0, -0.0014
O, -1.6544, 6.2588, 15.9336, 0.0004, 0.0002, -0.0003
O, -2.6798, 9.688, 13.0978, 0.0036, 0.0022, 0.0013
O, -0.2162, -0.7074, 17.0133, -0.0001, -0.0002, -0.001
O, 6.5044, 8.609, 11.5361, -0.0004, 0.0003, -0.001
O, 4.1566, 9.2056, 10.5447, -0.0069, -0.0024, -0.0029
O, 1.9952, 6.8464, 14.4894, -0.0005, 0, -0.0006
O, 13.2099, 12.9011, 13.6315, -0.0004, -0.0004, -0.0004
O, 5.7395, 9.2785, 13.913, 0.0002, 0.0004, -0.0004
O, 1.0217, 7.2528, 19.465, 0.0004, -0.0003, -0.0008
O, 5.8241, 11.2444, 10.9653, 0.0004, -0.0011, 0.0003
O, -1.2628, 3.646, 15.6719, -0.0001, 0.0001, -0.0005
O, 10.0458, 7.0818, 10.9509, -0.0007, -0.0053, 0.0079
O, 3.4476, 4.8213, 15.3249, -0.0003, -0.0002, -0.0001
O, 1.4358, 2.8461, 11.355, -0.0009, -0.0004, 0
O, 7.526, 7.2328, 13.8158, 0.0004, -0.0007, 0.0001
O, 8.9754, 7.8955, 23.222, -0.0007, 0.0001, 0
O, 0.3127, 2.6217, 19.1509, 0.0004, -0.0001, -0.0011
O, -3.9161, 11.8906, 20.5479, -0.0001, -0.0003, -0.0009
O, 3.7839, 10.9919, 14.635, -0.0002, -0.0005, 0
O, 5.781, 3.3956, 15.2231, 0.0002, 0, -0.0001
O, -1.4767, 3.9399, 20.7214, -0.0003, -0.0001, -0.0006
O, -4.2075, 4.0341, 21.0601, 0.0006, 0.0002, -0.0009
O, 4.7393, -0.4064, 20.0461, -0.0003, -0.0003, -0.0013
O, 3.2598, 6.4032, 18.3896, -0.0001, 0.0002, -0.0005
O, 4.0414, 4.1068, 22.1758, 0.0003, 0.0002, -0.001
O, 6.7453, 0.9279, 17.9409, 0.0002, -0.0004, -0.0004
O, 2.8383, 9.1434, 18.9147, 0.0002, 0.0001, -0.0007
O, -0.2388, 9.4349, 11.9532, 0.0028, 0.0001, -0.0112
O, 5.9207, 1.8246, 13.0348, 0.0003, -0.0002, 0.0001
O, -0.964, 4.7023, 18.0963, -0.0001, -0.0003, -0.0001
O, -1.8926, 10.9887, 19.0561, 0, -0.0003, -0.0007
O, 11.7872, 5.0884, 16.0986, -0.0001, 0, -0.0002
O, 7.1104, 1.0274, 15.3156, 0, -0.001, 0.0002
O, -7.1255, 8.4452, 15.4971, -0.0003, -0.0005, -0.0003
O, -2.9498, 3.0488, 13.7943, 0.0003, 0.0002, -0.0003
O, 13.4411, 11.9057, 19.0868, 0.0002, -0.0002, -0.001
O, 8.5411, 2.5653, 18.8174, 0.0001, -0.0002, -0.0009
O, 1.5653, 4.5044, 13.5085, -0.0003, 0.0001, -0.0002
O, 9.2225, 4.3693, 10.3943, 0.0008, 0.0002, -0.003
O, 7.7528, 2.1955, 10.9856, 0.0012, 0.0009, -0.0007
O, 10.2703, -0.2918, 14.3591, 0.0021, -0.0004, 0.0004
O, 9.3924, 5.2775, 13.5442, -0.0003, 0.0001, 0.0002

Results
free energy: -133959.342 eV
free energy less fixed offsets of O -568.88, Si -635.61 eV per atom: 2.618 eV

The program warned: the cutoff lies below the one the program advises for these potential files; the forces do not sum to zero within the program's tolerance; the exchange-correlation potential is rough where the density is thin.
